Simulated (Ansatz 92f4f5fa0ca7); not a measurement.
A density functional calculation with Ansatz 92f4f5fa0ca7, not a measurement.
Periodic cell of 226 atoms, Si134O92, from a study of silicon, its oxide and their interface. The atomic structure is a simulated model.
Doubt: the cutoff is low for norm-conserving oxygen, so forces and energies are approximate.
Doubt: the program's own warning below bears on the result.
This geometry differs little from another in the collection (a relaxation step or a small displacement).

Settings: functional HSE06; potential files SPMS norm-conserving; basis plane waves; wave-function cutoff 800 eV; density cutoff ratio 4; exchange-correlation grid ratio 1; k mesh 1 x 1 x 1, Gamma-centred; occupations fixed; spin none; net charge 0.

Cell vectors (angstrom)
a 10.938 0 0
b 0 10.938 0
c 0 0 31.9494

Atoms: element, x, y, z (angstrom)
Si 10.6354 0.0231 24.41
Si 5.0966 0.165 24.6478
Si 2.8346 2.3444 24.5282
Si 8.5767 2.4649 24.5622
Si 10.7175 5.6193 24.3284
Si 5.1697 5.6328 24.4563
Si 2.996 7.9723 24.3983
Si 8.4238 7.8618 24.4237
Si 1.2994 1.1743 25.8148
Si 6.8268 1.3612 25.7499
Si 3.9988 4.0445 25.7553
Si 9.6886 4.0606 25.846
Si 1.3492 6.8191 25.6738
Si 6.8177 6.743 25.757
Si 4.0307 9.4924 25.9257
Si 9.4952 9.4706 25.8043
Si 2.7042 -0.0511 27.2319
Si 8.1727 -0.0205 27.1511
Si 0.0771 2.6834 27.1901
Si 5.4711 2.757 27.1336
Si 2.6908 5.4653 27.1295
Si 8.2223 5.4189 27.1527
Si 0.0303 8.1902 27.1353
Si 5.5214 8.1683 27.174
Si 4.1018 1.3673 28.5312
Si 9.5708 1.3673 28.5312
Si 1.3673 4.1018 28.5312
Si 6.8362 4.1018 28.5312
Si 4.1018 6.8362 28.5312
Si 9.5708 6.8362 28.5312
Si 1.3673 9.5708 28.5312
Si 6.8362 9.5708 28.5312
Si 0 0 29.8984
Si 5.469 0 29.8984
Si 2.7345 2.7345 29.8984
Si 8.2035 2.7345 29.8984
Si 0 5.469 29.8984
Si 5.469 5.469 29.8984
Si 2.7345 8.2035 29.8984
Si 8.2035 8.2035 29.8984
Si 1.3673 1.3673 31.2657
Si 6.8362 1.3673 31.2657
Si 4.1018 4.1018 31.2657
Si 9.5708 4.1018 31.2657
Si 1.3673 6.8362 31.2657
Si 6.8362 6.8362 31.2657
Si 4.1018 9.5708 31.2657
Si 9.5708 9.5708 31.2657
Si 2.7345 0 0.6835
Si 8.2035 0 0.6835
Si 0 2.7345 0.6835
Si 5.469 2.7345 0.6835
Si 2.7345 5.469 0.6835
Si 8.2035 5.469 0.6835
Si 0 8.2035 0.6835
Si 5.469 8.2035 0.6835
Si 4.1018 1.3673 2.0507
Si 9.5708 1.3673 2.0507
Si 1.3673 4.1018 2.0507
Si 6.8362 4.1018 2.0507
Si 4.1018 6.8362 2.0507
Si 9.5708 6.8362 2.0507
Si 1.3673 9.5708 2.0507
Si 6.8362 9.5708 2.0507
Si 0 0 3.418
Si 5.469 0 3.418
Si 2.7345 2.7345 3.418
Si 8.2035 2.7345 3.418
Si 0 5.469 3.418
Si 5.469 5.469 3.418
Si 2.7345 8.2035 3.418
Si 8.2035 8.2035 3.418
Si 1.353 1.4131 4.8169
Si 6.8603 1.4143 4.7541
Si 4.0538 4.126 4.7689
Si 9.5857 4.0589 4.7817
Si 1.3352 6.9244 4.8189
Si 6.8029 6.9258 4.751
Si 4.0848 9.5537 4.7849
Si 9.602 9.5416 4.819
Si 2.7446 0.0172 6.1245
Si 8.2877 0.0833 6.0868
Si 0.0139 2.7715 6.2881
Si 5.4957 2.8103 6.0899
Si 2.7389 5.5715 6.1277
Si 8.2499 5.5701 5.9727
Si 0.0395 8.2786 6.3534
Si 5.483 8.2776 6.2186
Si 4.4052 1.1514 7.3339
Si 9.8015 1.13 7.6083
Si 1.1742 4.4733 7.4936
Si 6.6311 4.5191 7.2558
Si 4.3052 6.6867 7.5341
Si 9.7285 6.592 7.505
Si 1.2717 9.9182 7.6852
Si 6.7126 9.9345 7.405
O 9.5954 1.2672 23.9864
O 4.1196 6.8238 23.9484
O 4.0253 1.2861 24.0431
O 9.5492 6.7394 23.9013
O -0.0302 5.5144 8.0066
O 5.5568 0.0907 7.8966
O 0.0587 0.0636 8.1267
O 5.5158 5.5925 7.8655
O 7.5737 3.9477 8.4588
O 8.7397 7.0327 8.7727
O 2.1762 9.439 9.021
O 8.8869 1.6679 8.9075
O 7.6066 9.4428 8.7025
O 3.5966 1.7718 8.6177
O 3.574 7.2083 8.9413
O 2.0697 3.9737 8.7961
O 8.1482 3.5052 23.3504
O 0.4494 4.9627 22.9419
O 1.9369 2.8044 23.2306
O 5.8361 4.9143 23.1265
O 5.537 10.0632 23.4589
O 2.4469 8.7005 23.0138
O 0.2022 10.0901 23.0784
O 7.7833 8.6012 23.0854
Si 8.661 7.703 18.4356
Si 8.7835 6.3545 13.6265
Si 3.7948 1.5396 14.7375
Si 2.1364 5.7592 17.6169
Si 2.4175 3.1567 19.4791
Si 9.8122 9.0291 12.0834
Si 1.337 9.4337 22.0694
Si 9.1692 0.964 13.2003
Si 1.4227 5.055 13.0228
Si 1.7947 8.2549 12.815
Si 6.6662 9.5796 22.4106
Si 4.5261 4.6025 15.7043
Si 8.2063 2.9988 9.5903
Si 0.8419 8.2574 19.2549
Si 6.9672 1.3656 21.0807
Si 8.2278 8.2985 9.6783
Si 10.889 5.2071 15.6032
Si 7.5675 9.4994 16.3142
Si 9.9432 2.0787 20.2988
Si 3.2133 8.5018 9.9078
Si 6.6971 3.358 17.4076
Si 1.1688 0.2229 19.7971
Si 3.2304 2.8131 12.3028
Si 7.2168 5.403 19.6818
Si 5.7451 8.6589 11.5413
Si 5.783 6.0615 13.1893
Si 4.633 9.7106 17.6235
Si 1.0316 3.6328 22.1643
Si 4.9024 1.4943 18.7969
Si 3.1923 3.0506 9.5189
Si 6.4464 10.8156 13.7862
Si 10.3457 0.1198 15.9759
Si 5.6622 3.6358 11.1542
Si 9.8424 3.8924 11.9047
Si 2.3405 9.9244 15.5472
Si 6.0799 8.1316 19.7969
Si 6.9374 3.9827 22.3747
Si 9.7597 2.7849 17.3676
O 7.193 6.3689 13.9591
O 1.8809 7.07 18.6658
O 10.3012 4.0343 16.5209
O 6.1634 9.9554 17.0476
O 10.1374 0.7073 14.4757
O 8.4457 6.1241 18.8577
O 5.1675 0.683 14.4277
O 5.7239 2.0634 17.5187
O 8.3581 1.9731 20.5466
O 1.9967 4.3086 18.3875
O 6.9688 2.7787 10.6554
O 4.864 2.7001 12.2233
O 6.0263 4.399 16.3467
O 4.5657 3.8803 9.9328
O 10.7053 2.7925 21.555
O 9.7172 6.1522 14.9625
O 6.0104 6.4975 19.8334
O 4.0918 0.1785 18.2795
O 9.2609 10.5508 12.2824
O 2.8519 4.3565 12.7038
O 1.9179 10.7123 21.1994
O 3.9939 2.7304 19.373
O 0.7281 10.0498 15.9616
O 1.2702 9.8168 18.8313
O 1.7155 1.6766 19.2684
O 8.9371 10.3901 16.4978
O 4.8753 8.5936 18.7944
O 9.5671 8.7524 10.4928
O 6.7448 4.0976 18.8538
O 2.8369 1.7241 13.4164
O 5.8438 8.7806 21.2614
O 2.5349 2.4422 10.8845
O 7.6085 4.8625 21.1703
O 5.2064 7.4662 12.5465
O 0.429 9.0609 12.5015
O 7.5758 1.052 13.5692
O 7.1096 9.6369 14.7433
O 8.9817 5.0308 12.6885
O 8.0935 8.0391 16.9083
O 6.2268 2.5794 21.9015
O 2.4517 9.0666 14.1131
O 0.4237 4.4853 11.8652
O 0.8196 8.332 20.9259
O 9.3881 3.8066 10.3511
O 9.6543 2.3843 12.5398
O 7.6224 8.5681 19.3837
O 2.5513 8.1798 11.3666
O 3.9831 3.0576 15.3777
O 0.8359 4.4963 14.4352
O 10.0657 3.0119 18.9555
O 9.1438 7.8019 12.948
O 10.5203 0.557 20.0812
O 6.0236 5.0278 11.9261
O 8.1595 2.7634 17.0204
O 3.5309 5.488 16.7143
O 4.6685 9.1139 10.3775
O 1.5366 6.6745 13.1723
O 4.763 5.482 14.3363
O 2.0445 3.8792 20.9009
O 10.5417 1.4109 16.9558
O 0.9431 6.0791 16.5471
O 7.3713 10.9574 21.8986
O 5.9411 0.9333 19.9112
O 6.0596 10.016 12.4069
O 2.8507 0.5434 15.6046
O 7.0549 8.0037 10.785
O 10.2453 8.0223 18.6849
O 3.4415 9.2031 16.5826

Results
free energy: -56392.570 eV
free energy less fixed offsets of O -447.96, Si -113.29 eV per atom: 0.610 eV
gap between the highest filled and lowest empty level on this k mesh: 1.219 eV

The program warned: the cutoff lies below the one the program advises for these potential files; the model core charge is not resolved on the grid; the forces do not sum to zero within the program's tolerance; the exchange-correlation potential is rough where the density is thin.
